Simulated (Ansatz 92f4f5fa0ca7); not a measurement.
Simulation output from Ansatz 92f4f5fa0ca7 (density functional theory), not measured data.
Periodic cell of 196 atoms, Si117O79, from a study of silicon, its oxide and their interface. The atomic structure is a simulated model.
This geometry differs little from another in the collection (a relaxation step or a small displacement).

Settings
functional: r2SCAN
potential files: Ansatz norm-conserving
basis: plane waves
wave-function cutoff: 1300 eV
density cutoff ratio: 4
exchange-correlation grid ratio: 1
k mesh: 2 x 2 x 1, shifted by 0.5 0.5 0.5 of a step
self-consistency stop: 5e-08 eV per atom in the density residual
occupations: Fermi-Dirac, 0.05 eV
spin: none
net charge: 0

Cell vectors (angstrom)
a 11.5403 0 0
b 0 11.5403 0
c -1.071 4.0292 26.2095

Atoms: element, x, y, z (angstrom)
Si 9.8079 -0.2003 -0.4308
Si 10.8836 4.1057 -0.038
Si 11.0133 6.521 -0.536
Si 1.2296 0.3073 -2.567
Si 1.2084 1.6312 2.5087
Si 3.9353 8.256 -0.5492
Si 4.874 -1.2 -1.2252
Si 6.9147 4.1774 0.2893
Si 6.8102 6.5366 -0.1011
Si 0.4386 -0.6659 0.2986
Si 1.2244 5.5733 2.9334
Si 0.891 8.404 0.3235
Si 6.0017 -0.4119 1.5653
Si 5.163 3.528 1.6718
Si 5.2338 9.1527 2.6756
Si 8.4219 -0.3383 1.4865
Si 8.9809 3.6221 1.3133
Si 8.6039 7.2704 1.3451
Si 1.2667 3.7358 1.2812
Si 3.3821 3.4931 0.2174
Si 1.2129 8.0776 2.6655
Si 5.2281 1.5116 2.7793
Si 4.9604 5.4526 2.9072
Si 5.0922 7.2858 1.3019
Si 8.9386 1.6484 2.7063
Si 8.8792 5.3953 2.847
Si 8.8701 9.1786 2.6864
Si 10.9085 1.557 4.001
Si 10.8245 5.3117 4.2341
Si 10.896 8.9775 3.9202
Si 3.1281 1.48 3.9211
Si 3.0995 5.3139 4.3075
Si 3.1498 8.9879 3.8806
Si 7.0826 1.6505 4.1617
Si 6.9622 5.3549 4.2097
Si 7.0385 9.0732 4.1413
Si 10.9007 -0.5016 5.1799
Si 10.8793 3.365 5.5889
Si 10.7974 7.2538 5.5238
Si 3.0545 -0.5206 5.1381
Si 3.1345 3.3198 5.5572
Si 3.1849 7.2756 5.5512
Si 7.033 -0.4236 5.2256
Si 6.9827 3.4669 5.6457
Si 7.0378 7.2199 5.5996
Si 1.2078 11.1207 6.6067
Si 1.2626 3.455 7.0517
Si 1.2001 7.3234 6.8703
Si 5.0313 11.0864 6.4197
Si 5.0286 3.3728 7.007
Si 5.0956 7.1431 6.9236
Si 8.9499 11.0111 6.5347
Si 8.9448 3.3676 6.9682
Si 8.9609 7.2041 6.9629
Si 1.2087 1.3545 8.216
Si 1.302 5.5512 8.421
Si 1.152 9.3201 8.1014
Si 5.0259 1.2268 8.0412
Si 5.1029 5.3121 8.4754
Si 5.0386 9.2552 7.8642
Si 8.8342 1.2411 8.0645
Si 9.0144 5.3099 8.3746
Si 8.9253 9.2413 8.1095
Si 10.7325 0.7264 9.3064
Si 10.916 5.5087 9.8295
Si 10.7741 9.8761 9.4258
Si 3.1872 0.6238 9.3863
Si 3.2409 5.9528 9.8407
Si 3.1876 9.7634 9.1726
Si 7.8501 2.6027 11.4591
Si 7.1249 5.1439 9.7454
Si 6.896 9.6241 9.2032
Si 11.0056 9.3451 11.7079
Si 10.011 1.7294 11.2491
Si 10.5892 7.0459 11.7367
Si 3.8528 8.1809 10.8137
Si 4.0269 0.7115 11.6254
Si 2.4665 4.7334 11.7173
Si 6.2274 8.5105 11.1967
Si 6.8792 0.4714 9.2716
Si 7.4277 6.5427 11.6426
Si 2.3186 9.8071 12.7451
Si 5.073 9.6687 15.4534
Si 7.0047 4.8029 13.1405
Si 9.879 10.7744 13.2218
Si 6.7918 10.2118 12.7902
Si 4.0778 3.6463 12.9075
Si 12.4295 6.6448 15.9457
Si 11.3209 3.6219 11.3455
Si 11.6656 5.6464 13.2819
Si 13.5553 1.8764 16.6817
Si 1.9499 9.401 14.985
Si 6.4243 12.2178 11.5606
Si 7.8617 8.7226 21.8286
Si 4.6784 10.715 23.8758
Si 4.1088 7.9332 24.1955
Si 7.1143 2.3932 18.1017
Si 5.8042 7.4654 17.374
Si 11.9565 6.3816 18.739
Si 3.0008 6.1383 17.9833
Si 9.4859 7.137 20.3045
Si 11.4452 -0.1394 15.9767
Si 6.5142 4.7948 16.2271
Si 13.2855 3.7665 18.9893
Si 4.8414 0.8979 16.6882
Si 6.4059 14.8307 21.0489
Si 4.112 3.3202 15.1832
Si 9.0348 10.7626 23.5102
Si 7.7672 9.154 19.0368
Si 10.4432 12.2022 21.3202
Si 8.4697 2.0344 23.0869
Si 2.5777 5.5602 24.1872
Si 7.3511 5.9371 21.7976
Si 9.3019 0.1642 18.3302
Si 9.0956 5.6106 24.3396
Si 4.4204 13.1584 22.4352
Si 1.4395 13.7749 21.6727
O 9.8734 7.3685 0.3121
O 10.224 4.9272 23.3406
O 2.3332 8.2771 -0.4616
O 7.8047 5.7047 23.3424
O 1.0257 0.211 1.5832
O 3.8138 2.1344 12.3696
O 7.225 3.5282 10.2493
O 12.9781 3.5398 11.1437
O 13.2127 5.7819 12.7131
O 3.1716 8.4601 12.31
O 2.6144 3.0999 15.7935
O 3.2293 -0.3823 12.5493
O 5.5242 4.3362 12.6227
O 10.5079 11.0168 14.7161
O 8.3139 -1.2574 13.4272
O 8.9538 7.0644 11.9321
O 1.6411 -0.9558 -3.4723
O 10.7004 3.0379 -1.3413
O 2.8678 8.4634 25.1636
O 5.0243 13.9863 21.1641
O 8.5961 5.8213 20.7092
O 5.4303 7.4615 25.0431
O 13.4099 3.2598 20.5019
O 12.0004 4.7494 18.7922
O 7.4985 9.6836 20.5615
O 2.8039 13.1411 22.2661
O 3.5906 6.5885 23.4259
O 2.3542 6.0056 25.7468
O 9.7312 1.9349 22.0512
O 7.1159 5.0529 14.7435
O 8.4466 1.4829 17.938
O 5.3939 10.9491 16.4044
O 5.7089 9.9949 13.999
O 5.7395 8.2881 15.9803
O 4.0671 -0.0245 -2.0216
O 6.7071 6.1426 17.111
O 1.0067 9.9431 11.8105
O 12.2945 1.2545 15.8658
O 4.3804 6.9492 17.9552
O 10.0093 12.2533 12.551
O 4.9661 1.902 15.4047
O 11.0187 6.8433 19.9542
O 3.4902 9.385 15.5072
O 3.2405 0.8399 17.0387
O 1.9419 6.9388 18.9576
O 4.4914 9.2015 23.2595
O 11.6498 5.6774 14.9019
O 13.0134 2.4557 18.0884
O 10.5409 11.4743 17.3174
O 9.8669 11.8731 19.8396
O 3.0985 4.6089 18.5831
O 11.0996 4.1515 12.9016
O 4.866 13.8842 23.8306
O 8.3137 10.415 18.191
O 6.8 7.4799 21.7865
O 7.2486 3.5748 16.9974
O 5.7576 1.5131 17.8893
O 7.967 3.511 12.8312
O 1.2246 7.9448 15.0577
O 6.4116 8.5028 18.4548
O 0.485 12.5493 21.1689
O 7.0571 3.0269 19.5932
O 4.9148 4.4683 16.058
O 7.3506 14.356 22.2567
O 8.8623 7.9447 19.0345
O 1.3039 -0.1918 -1.0228
O 9.7784 -1.3325 -1.6681
O 12.6179 10.2859 16.0486
O 2.3143 6.0559 16.4993
O 8.0233 12.0479 23.4045
O 9.3742 8.1121 21.6044
O 5.6342 -0.3969 -0.0419
O 5.0442 11.65 22.5649
O 6.2084 16.438 21.2911
O 4.2995 7.2693 -1.8278
O 10.1517 10.9128 22.292
O 7.9571 9.5364 23.21
O 11.4612 6.8754 17.2558
O 1.1669 5.5889 23.3842

Results
free energy: -50444.444 eV
free energy less fixed offsets of O -463.61, Si -117.95 eV per atom: -19.104 eV
pressure: -1.17 GPa
stress xx, yy, zz, yz, xz, xy (GPa, positive in tension): 0.5, 1.81, 1.19, 0.08, -0.02, 0.84

Forces (eV/angstrom), in the order of the atoms: element, x, y, z
Si -0.2468 -0.3754 -0.0786
Si -0.0694 -0.6663 -0.3636
Si 0.0058 0.7302 -0.0006
Si 0.048 0.043 -0.3184
Si -0.0686 -0.517 -0.2392
Si -0.14 -0.717 -0.194
Si 0.4204 0.7484 -0.3872
Si 0.0987 -0.3766 -0.6471
Si 0.3559 -0.0015 0.2526
Si 0.3413 0.1846 -0.1996
Si -0.0523 0.0241 0.0171
Si 0.5982 -0.2161 -0.116
Si -0.1101 0.2419 -0.3538
Si -0.0065 0.1305 0.1476
Si 0.0447 -0.0711 0.1138
Si -0.0193 -0.1866 0.3201
Si -0.2421 0.0505 0.1516
Si 0.1078 -0.3129 -0.4899
Si 0.05 0.215 -0.0314
Si 0.2745 -0.3196 -0.6397
Si 0.0967 -0.3215 -0.0054
Si -0.1513 -0.0982 0.0039
Si -0.0056 0.1916 0.133
Si -0.2384 -0.1674 0.1054
Si 0.0779 0.1462 -0.344
Si 0.0094 0.0899 -0.0135
Si -0.1976 0.0671 -0.106
Si -0.023 0.0121 0.1414
Si -0.1492 -0.0047 -0.0838
Si -0.0436 0.0178 -0.0237
Si 0.1392 0.064 0.138
Si -0.0613 -0.027 -0.0422
Si -0.0146 0.0512 -0.1027
Si 0.0191 -0.1172 -0.0272
Si -0.0882 0.0868 -0.0619
Si 0.0205 0.0551 -0.0236
Si -0.0381 -0.0348 -0.1161
Si 0.0259 0.0097 0.0157
Si 0.1005 -0.0873 0.1358
Si -0.0774 -0.06 0.0445
Si -0.0754 0.0198 -0.011
Si -0.0949 -0.1737 0.125
Si 0.0449 -0.0741 0.3581
Si -0.039 0.0814 0.0455
Si 0.0222 0.0502 0.0777
Si 0.0621 0.0961 0.0173
Si 0.0705 -0.0437 0.0925
Si -0.023 0.0977 -0.0373
Si 0.0217 -0.1697 -0.1624
Si 0.0885 -0.1367 0.1105
Si 0.0312 0.0722 -0.0765
Si -0.1145 -0.0383 0.0171
Si -0.0506 -0.0769 0.178
Si -0.0766 0.0321 0.0431
Si 0.0704 -0.0464 0.0375
Si 0.0217 -0.0898 -0.0893
Si 0.008 -0.083 0.1518
Si -0.211 0.0698 0.0428
Si -0.1353 0.078 -0.0734
Si 0.0993 0.0144 -0.278
Si -0.0428 0.0152 -0.0706
Si 0.2856 0.1413 -0.0782
Si 0.0242 -0.076 -0.045
Si 0.1429 -0.2189 -0.2164
Si -0.1837 -0.2211 0.0559
Si -0.2745 0.2119 -0.2887
Si 0.0648 -0.0754 0.176
Si 0.0426 0.0713 -0.0832
Si 0.0087 -0.1081 0.2203
Si -0.7755 -0.2854 0.2204
Si 0.1453 -0.6681 -0.1588
Si 0.0368 -0.0538 -0.1512
Si 0.1679 0.2806 -0.416
Si 0.1593 -0.4709 0.0407
Si -0.1195 -0.4534 -0.002
Si -0.0245 0.1229 -0.051
Si -0.18 0.4792 -0.373
Si -0.0181 -0.0995 -0.4697
Si 0.0477 0.0891 -0.0143
Si 0.2645 -0.2448 -0.0655
Si -0.068 0.1089 -0.0949
Si 0.5913 0.1379 -0.0744
Si 0.4995 -0.0009 0.094
Si -0.0575 -0.1783 0.5225
Si -0.6675 0.321 0.5807
Si -0.0029 0.1941 0.0759
Si -0.1781 -0.2599 0.474
Si -0.0989 -0.227 0.2507
Si 0.3616 0.5813 -0.0126
Si -0.002 -0.2339 0.0238
Si -0.1687 0.0292 0.2339
Si -0.1368 -0.0407 0.866
Si 0.1078 0.083 0.0986
Si -0.0561 0.1684 0.0119
Si -0.2034 0.1891 -0.5053
Si 0.0063 -0.3112 -0.1393
Si 0.131 -0.0204 0.2416
Si 0.1183 -0.0516 0.3065
Si -0.1805 -0.036 0.4478
Si 0.38 -0.0532 0.2916
Si 0.1669 -0.1556 -0.0222
Si 0.0539 0.1705 0.3948
Si -0.0853 0.0044 0.3503
Si -0.0446 -0.1052 0.0818
Si 0.044 0.0914 0.3701
Si -0.0996 0.1455 -0.2765
Si 0.2416 -0.2027 0.7226
Si -0.2587 -0.1372 -0.8075
Si -0.0727 0.1415 -0.0634
Si 0.1449 -0.125 -0.1906
Si -0.1396 0.0013 -0.2759
Si -0.284 0.042 -0.0525
Si -0.0808 -0.0481 -0.1547
Si -0.1356 0.012 0.1132
Si -0.0579 0.3957 -0.9682
Si 0.1497 0.1145 -0.4792
Si -0.0781 -0.0607 -0.2124
O -0.1761 -0.1513 0.4454
O -0.0732 0.0153 0.4069
O -0.36 0.3217 0.0536
O 0.1708 0.0146 -0.051
O 0.0164 0.2618 0.0134
O 0.132 0.1847 0.0702
O 0.1012 0.3513 0.0534
O -0.0434 0.3206 0.4118
O -0.3185 -0.2916 -0.0438
O -0.3563 0.3264 -0.0948
O 0.2652 -0.1565 -0.0466
O -0.0481 -0.4106 -0.0265
O 0.1194 0.112 -0.0977
O -0.0167 -0.0997 -0.4154
O 0.3273 -0.0554 -0.2541
O 0.1917 0.1072 -0.1213
O 0.1292 0.1225 0.1743
O 0.0868 0.298 0.4304
O 0.1097 -0.1901 0.1224
O 0.0482 -0.1296 0.4493
O -0.0828 0.3448 0.2153
O -0.1294 0.4972 0.2723
O -0.0807 -0.1179 0.0968
O 0.3116 0.242 -0.1019
O 0.1859 -0.3566 0.0172
O 0.1319 0.0746 0.1515
O -0.0166 0.1876 0.4276
O -0.1052 0.1509 -0.1558
O -0.1683 -0.1395 0.2058
O -0.0957 -0.1092 -0.1655
O -0.106 -0.0922 0.0385
O -0.2039 -0.0977 -0.2491
O -0.0977 0.041 0.1742
O -0.1785 0.1857 0.0291
O 0.0669 -0.1242 0.0835
O -0.1837 0.001 -0.1434
O 0.266 -0.0982 0.1055
O 0.0655 -0.2441 0.0547
O 0.0035 -0.019 -0.2517
O -0.037 -0.078 -0.0272
O -0.2448 0.2416 -0.0814
O -0.0895 -0.0291 -0.2193
O -0.3148 0.0708 -0.2409
O 0.0583 0.2299 -0.2859
O -0.1774 -0.3934 -0.4789
O 0.0789 0.1621 0.4385
O 0.2312 0.2156 0.2036
O 0.2304 0.1174 -0.287
O 0.1168 0.0072 -0.2909
O -0.0352 0.0416 0.1117
O -0.2837 0.1978 -0.2006
O 0.1534 0.2977 -0.198
O -0.3097 -0.1233 0.2341
O 0.0784 -0.0213 0.1451
O 0.3325 0.0082 0.0456
O -0.2501 0.0986 -0.1397
O -0.0707 0.0403 -0.3517
O -0.0353 0.4578 -0.3005
O 0.1638 0.3177 0.0292
O 0.0641 -0.1302 -0.1964
O -0.1003 0.2146 0.1863
O -0.0977 -0.09 -0.022
O 0.0712 -0.1735 -0.2521
O 0.0566 -0.0257 0.1587
O -0.108 0.0656 0.2922
O -0.0294 -0.0127 0.3133
O -0.0112 0.165 0.0817
O 0.1202 -0.2099 -0.3323
O -0.361 0.1575 -0.0666
O 0.3573 0.0054 0.2184
O -0.3732 -0.0976 -0.2208
O -0.0669 -0.2427 0.2259
O -0.1855 -0.0242 0.3942
O 0.2889 -0.1456 0.1473
O 0.2122 0.1743 0.3454
O -0.2663 0.1723 0.2626
O 0.262 0.1886 0.1497
O 0.4583 -0.129 -0.1482
O 0.1024 -0.2887 0.3423
